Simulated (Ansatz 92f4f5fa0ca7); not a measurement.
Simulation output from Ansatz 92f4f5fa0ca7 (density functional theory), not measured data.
Periodic cell of 237 atoms, Si146O90B1, from a study of silicon, its oxide and their interface. The atomic structure is a simulated model.
Doubt: the cutoff is far below the 930 eV that the study's wrapper takes by default for these files, so forces and energies are approximate.
This geometry differs little from another in the collection (a relaxation step or a small displacement).

Settings: functional PBE; potential files Ansatz PAW; basis plane waves; wave-function cutoff 580 eV; density cutoff ratio 5; exchange-correlation grid ratio 1; k mesh 1 x 1 x 1, Gamma-centred; self-consistency stop 5e-08 eV per atom in the density residual; occupations fixed; spin none; net charge -1 e, with a uniform compensating background and no finite-size correction.

Cell vectors (angstrom)
a  11.6015  0  0
b  0  10.938  0
c  0  0  32.0622

Atoms: element, x, y, z (angstrom)
Si  -0.2278  -0.0731  23.2028
Si  3.6828  0.2031  23.0964
Si  7.5546  -0.1384  23.4087
Si  1.6781  1.3454  23.391
Si  5.7427  1.4105  23.1706
Si  9.4316  1.2477  23.3288
Si  0.1617  5.3129  23.4722
Si  4.1299  5.3202  23.3728
Si  8.0432  5.6211  23.5347
Si  2.1504  6.5919  23.3545
Si  5.9817  6.7801  23.4564
Si  10.0153  6.8694  23.6064
Si  1.9023  2.6457  25.3656
Si  5.8325  2.658  25.24
Si  9.6226  2.6813  25.2526
Si  11.5985  3.9878  25.3852
Si  3.8866  3.9723  25.2963
Si  7.7424  4.0956  25.3322
Si  1.9674  8.165  25.1779
Si  5.7783  8.1712  25.3529
Si  9.715  8.2709  25.4352
Si  11.6296  9.5806  25.2305
Si  3.8695  9.592  25.0676
Si  7.6927  9.5285  25.3901
Si  11.6512  -0.01  27.1872
Si  3.9049  -0.0548  27.1129
Si  7.7603  -0.0214  27.2788
Si  1.9891  1.3112  27.2777
Si  5.8311  1.3231  27.1892
Si  9.6955  1.3314  27.1983
Si  11.5901  5.467  27.2272
Si  3.8441  5.4189  27.1968
Si  7.7152  5.4625  27.256
Si  1.9343  6.8247  27.1542
Si  5.7615  6.7967  27.2587
Si  9.6549  6.8196  27.2847
Si  1.9446  2.7211  29.1782
Si  5.7974  2.7217  29.1158
Si  9.6798  2.7243  29.1342
Si  0.0128  4.096  29.1545
Si  3.8659  4.0928  29.1579
Si  7.7358  4.0873  29.1716
Si  1.9401  8.1845  29.1082
Si  5.7962  8.1784  29.1742
Si  9.6738  8.188  29.2067
Si  0.0067  9.5555  29.1301
Si  3.8743  9.5547  29.1011
Si  7.7349  9.5427  29.1946
Si  0.0026  -0.0053  31.0766
Si  3.8619  -0.0013  31.0544
Si  7.7306  0.0032  31.1036
Si  1.9311  1.367  31.1108
Si  5.7959  1.3675  31.0547
Si  9.6692  1.3621  31.0796
Si  0.0108  5.4649  31.0885
Si  3.8706  5.472  31.0919
Si  7.7423  5.4612  31.1143
Si  1.9394  6.8407  31.0634
Si  5.8063  6.8293  31.11
Si  9.6787  6.827  31.138
Si  1.9324  2.7461  0.9835
Si  5.7971  2.7444  0.9224
Si  9.6674  2.7298  0.9631
Si  -0.0098  4.106  0.9588
Si  3.8662  4.1151  0.9726
Si  7.74  4.1071  0.9928
Si  1.932  8.2133  0.9405
Si  5.7978  8.224  0.9623
Si  9.6694  8.2182  1.0022
Si  -0.0005  9.5896  0.9719
Si  3.8611  9.5907  0.955
Si  7.7377  9.5805  0.9795
Si  11.6109  0.0313  2.9159
Si  3.8582  0.0184  2.9156
Si  7.7406  0.0204  2.9022
Si  1.9366  1.4005  2.9282
Si  5.812  1.3677  2.832
Si  9.6616  1.3854  2.9195
Si  11.5677  5.501  2.8688
Si  3.8784  5.4951  2.9104
Si  7.7384  5.5112  2.9215
Si  1.9155  6.8239  2.8573
Si  5.8106  6.8617  2.8855
Si  9.6616  6.8998  2.9704
Si  1.9156  2.8304  4.8267
Si  5.8374  2.7225  4.7447
Si  9.5991  2.7945  4.8358
Si  11.5426  4.1337  4.7821
Si  3.9201  4.1008  4.8293
Si  7.7176  4.2063  4.8911
Si  1.8915  8.1431  4.8049
Si  5.8107  8.2519  4.7923
Si  9.6625  8.3185  4.9143
Si  11.6358  9.6509  4.8828
Si  3.8214  9.4846  4.7964
Si  7.723  9.6753  4.8902
Si  11.6002  0.2285  6.7718
Si  3.7577  -0.0576  6.6676
Si  7.7131  0.0501  6.914
Si  2.053  1.5015  6.7619
Si  5.7153  1.2728  6.6214
Si  9.6472  1.5157  6.8324
Si  11.524  5.4955  6.7013
Si  3.9803  5.4263  6.8049
Si  7.7381  5.663  6.847
Si  1.9732  6.6409  6.6624
Si  5.811  6.9702  6.7555
Si  9.7551  7.0387  6.9194
O  10.0077  7.9674  8.3076
O  7.6543  9.9285  8.2246
O  7.408  4.7231  8.1845
O  3.3796  10.3565  8.2245
O  2.0159  7.5537  8.0364
O  4.0074  4.5792  8.2625
O  9.7867  2.4404  8.222
O  2.6216  2.3364  8.1222
O  11.3817  4.5711  8.0721
O  5.3688  2.3752  7.8099
O  5.8022  7.9859  8.0855
O  11.321  10.3054  8.1477
O  11.1912  10.079  21.7477
O  3.2661  10.6875  21.5319
O  5.8155  7.7763  22.145
O  4.2457  4.4661  21.9339
O  7.6906  9.6884  22.1714
O  10.3836  7.6666  22.2199
O  1.6241  2.3993  22.1111
O  5.9614  2.4603  21.8839
O  8.4353  4.7388  22.194
O  -0.0506  4.4557  22.0481
O  2.2772  7.3929  21.9195
O  9.1022  1.9624  21.8688
Si  1.9075  7.7877  9.6218
Si  5.0252  0.5919  17.701
Si  2.4974  5.4171  14.0211
Si  10.5639  3.8668  14.0519
Si  8.2808  2.4046  15.2643
Si  9.5299  2.34  20.34
Si  10.5142  3.6393  9.0812
Si  0.0395  2.3141  11.5682
Si  10.9801  8.1356  15.451
Si  5.1575  6.9444  13.9983
Si  5.7609  2.5814  11.1337
B  8.5547  7.6699  19.4636
Si  8.1516  4.997  20.5917
Si  5.9604  9.5515  15.2868
Si  2.0445  7.6643  20.3292
Si  1.9256  4.8948  18.7957
Si  4.5029  3.4489  18.0253
Si  8.4877  8.8469  17.0199
Si  0.8083  9.4843  13.3389
Si  9.9119  10.6577  11.7176
Si  5.393  3.7365  21.0044
Si  0.5997  5.5139  16.2652
Si  10.786  9.152  9.1515
Si  6.6453  8.8464  21.2048
Si  7.1153  7.0969  11.4984
Si  2.6689  0.7243  12.2438
Si  10.776  8.6563  20.9748
Si  6.0423  4.3322  15.6368
Si  7.1014  0.4761  13.0109
Si  4.0693  2.9693  8.5999
Si  0.8732  6.7516  11.9234
Si  6.5669  9.0397  9.0833
Si  0.6718  3.2921  21.1447
Si  9.7971  6.5204  12.9155
Si  7.7202  4.5153  9.7711
Si  4.0073  10.0384  20.2096
Si  4.2696  3.0306  13.5377
Si  3.8554  10.0088  9.7551
Si  8.0431  0.8107  18.0471
O  11.5034  3.2294  12.8928
O  9.3462  4.4515  9.8969
O  8.8659  3.7316  19.8507
O  4.0287  -0.0546  18.8202
O  11.3422  4.5392  15.2989
O  9.8492  9.8027  10.3164
O  3.7658  1.5243  13.1537
O  0.5874  9.095  14.9017
O  6.4562  1.0179  18.3788
O  4.779  3.172  19.6111
O  6.241  1.146  11.7733
O  0.5459  8.6487  9.8849
O  5.6559  4.3074  17.226
O  8.4399  7.207  12.4065
O  4.424  2.6001  10.1541
O  2.0888  5.6278  15.5787
O  3.3706  0.0458  10.9438
O  5.8793  7.2168  12.5472
O  2.2524  6.3624  19.3888
O  0.6643  4.9014  17.765
O  8.4216  10.6955  12.3649
O  5.4759  10.0645  9.7162
O  0.5413  8.2266  20.1692
O  9.7759  2.6102  14.6917
O  1.9853  10.5934  13.2546
O  9.8862  9.0441  16.1848
O  6.2412  10.3206  13.8567
O  7.4775  1.6303  14.0846
O  1.6596  3.9073  20.0374
O  5.8875  5.7908  14.9128
O  7.3036  8.8521  15.8711
O  1.5142  1.6633  11.6139
O  7.1988  8.2631  10.3587
O  4.2953  1.9976  17.2915
O  7.0445  3.135  10.2976
O  11.579  7.0001  16.4379
O  8.2942  10.1907  17.8794
O  3.2685  8.5297  10.1062
O  7.5927  3.865  15.4919
O  3.166  4.3445  17.9194
O  2.9139  3.8926  13.6804
O  1.3315  8.2067  12.4857
O  1.208  5.6701  13.0714
O  4.9769  8.3132  14.8623
O  11.1631  2.4042  20.3514
O  10.9791  9.9944  12.7438
O  5.2949  3.5557  12.3639
O  5.0915  3.1964  14.9234
O  6.5088  4.8307  20.5392
O  8.3769  1.5959  16.6562
O  10.4145  1.2444  11.4411
O  10.8694  6.6319  11.6781
O  3.2109  8.6798  19.8373
O  1.7055  6.4496  10.5417
O  7.2559  8.1541  19.9248
O  8.5177  7.5702  17.9857
O  3.6681  6.4431  13.6044
O  9.5677  4.9644  13.3501
O  5.5427  9.9274  20.6982
O  10.323  7.374  14.1722
O  8.7933  6.3346  20.0291
O  7.0794  5.69  10.682
O  5.2519  10.5508  16.3919
O  9.0106  1.2492  19.2686
O  11.596  3.1572  10.1796
O  9.6026  8.6462  19.8995

Results
free energy: -144145.604 eV
free energy less fixed offsets of B -154.04, O -568.88, Si -635.61 eV per atom: 6.696 eV

Forces (eV/angstrom), in the order of the atoms: element, x, y, z
Si  0.0081  -0.0584  -0.0267
Si  -0.0055  -0.0305  -0.0192
Si  -0.0088  -0.027  -0.0106
Si  -0.0137  0.025  -0.0014
Si  0.0265  0.0374  0.0026
Si  -0.0179  0.0404  -0.0163
Si  0.0161  -0.0164  -0.0051
Si  -0.0082  -0.0442  -0.0194
Si  -0.0866  -0.0798  -0.053
Si  -0.0089  0.0472  -0.0185
Si  0.0343  0.087  -0.0143
Si  0.0517  0.0303  -0.0735
Si  -0.0035  0.0037  -0.0027
Si  -0.0218  0.0096  -0.0134
Si  0.0191  -0.0001  0.0006
Si  -0.0166  0.0045  -0.0043
Si  0.0192  0.01  0.0063
Si  0.0192  0.0077  -0.0257
Si  -0.0041  -0.0079  -0.023
Si  0.0089  0.0181  -0.0353
Si  -0.0475  0.0204  0.0146
Si  0.0203  -0.021  -0.0335
Si  0.0078  -0.0121  -0.0024
Si  0.0048  -0.0001  -0.0004
Si  -0.0111  0.0057  0.0155
Si  0.0013  0.003  0.0126
Si  0.0044  0.0023  -0.0033
Si  0.0006  -0.0066  -0.0052
Si  0.0086  0.0086  0.0111
Si  -0.0135  -0.0041  0.0081
Si  0.0038  -0.0047  -0.0091
Si  0.0012  -0.0022  -0.0066
Si  -0.0019  -0.001  0.0079
Si  0.0031  0.0123  0.0144
Si  -0.0166  0.0006  0.0102
Si  0.0096  -0.006  0.0099
Si  0.0123  0.0047  0.0056
Si  -0.0003  -0.0031  -0.0114
Si  0.0071  0.0071  -0.0163
Si  -0.0097  -0.0026  0.0038
Si  -0.0077  -0.0059  0.0035
Si  -0.0027  -0.0013  0.0213
Si  -0.0019  -0.0005  -0.0132
Si  -0.0103  0.0001  0.0197
Si  -0.0079  0.0116  0.0148
Si  0.0024  -0.0024  0.0002
Si  0.0121  -0.0109  -0.0152
Si  0.0046  -0.0012  0.0063
Si  -0.0015  0.0072  0.0014
Si  0.0005  0.0179  0.003
Si  -0.0013  0.0007  -0.003
Si  -0.0023  -0.0054  -0.0041
Si  0.0041  -0.0028  0.0046
Si  -0.003  -0.0112  0.007
Si  0.0018  0.0075  0.0015
Si  0.0025  0.0116  -0.0024
Si  -0.0015  0.0058  0.0011
Si  0.0005  -0.0068  0.0056
Si  -0.0007  -0.0005  -0.0007
Si  0.0028  -0.0108  -0.0011
Si  0.0053  0.0019  0.009
Si  -0.0065  0.002  -0.0078
Si  0.0029  0.0084  0.0044
Si  -0.0102  -0.0041  -0.0088
Si  0.0014  -0.0069  0.0001
Si  0.0084  0.0008  0.002
Si  0.0007  0.0066  -0.0104
Si  0.0032  0.0037  -0.0081
Si  -0.0036  0.0104  0.0037
Si  -0.0026  -0.0011  0.0089
Si  0.0008  -0.0093  0.0075
Si  0.0013  -0.0051  0.0018
Si  -0.0002  0.0034  -0.0026
Si  -0.0029  0.0089  -0.0021
Si  0.0033  0.0066  -0.0005
Si  -0.0003  -0.0057  -0.0019
Si  0.0005  -0.0094  0.0023
Si  0.0007  -0.0072  -0.0001
Si  -0.0036  0.0039  0.0037
Si  0.0041  0.0027  -0.0006
Si  -0.0009  -0.0018  -0.0023
Si  0.002  -0.004  0.0057
Si  -0.0003  -0.0023  0.0057
Si  0.0013  -0.0013  0.0023
Si  -0.0011  0.0075  -0.0017
Si  -0.0011  0.0086  -0.0005
Si  -0.005  0.0059  -0.0039
Si  0.0035  -0.0098  0.0014
Si  -0.0062  -0.0102  -0.002
Si  0.0015  -0.0035  0.0008
Si  0.0005  0.0063  -0.0006
Si  -0.0008  0.0045  0.0002
Si  0.003  0.0069  -0.0056
Si  -0.0005  -0.0045  0.0024
Si  0.0048  -0.0091  -0.0019
Si  -0.0012  -0.0071  -0.0029
Si  -0.0025  0.0012  -0.0065
Si  -0.0061  0.0022  -0.0017
Si  -0.0071  -0.0007  0.0029
Si  0.0005  -0.0018  -0.0053
Si  0.0066  0.0031  -0.0067
Si  0.0092  0.0008  -0.0018
Si  0.0019  -0.0009  -0.0038
Si  0.0062  0.0069  0.0018
Si  -0.0051  0.0014  0.0053
Si  -0.0026  -0.0016  -0.0002
Si  0.0008  -0.0011  -0.0065
Si  0.0023  -0.0074  0.0012
O  0.0012  0.0001  -0.0002
O  0.0029  0.0015  -0.0014
O  0.0009  0.0044  -0.0011
O  0.0017  0.0023  -0.0002
O  -0.0013  -0.0046  -0.0044
O  -0.0016  0.0003  -0.0022
O  -0.0014  -0.0004  0
O  0.0043  0.002  0.0065
O  -0.0028  -0.0018  0.0011
O  -0.0036  0.0041  0.0052
O  0.0004  -0.0019  -0.0011
O  -0.0039  -0.0062  0.0064
O  -0.0133  -0.0172  -0.0039
O  0.0102  0.0121  0.0192
O  0.0014  -0.0401  0.0352
O  -0.0098  0.0143  0.0194
O  -0.0203  -0.0196  -0.011
O  0.0348  0.001  0.0332
O  0.0094  -0.0058  0.009
O  -0.0079  -0.0041  0.0071
O  -0.0123  0.048  0.0719
O  -0.0025  -0.0031  0.0231
O  -0.0021  -0.0128  -0.0067
O  0.0076  -0.0082  0.0242
Si  0.0003  0.0025  0.0093
Si  -0.0073  0.0042  0.0266
Si  -0.0007  -0.0014  0.0218
Si  -0.0044  -0.0067  0.0235
Si  -0.0006  -0.0021  0.024
Si  0.0116  0.0028  -0.0065
Si  -0.0017  0  0.0034
Si  -0.0005  0.0022  0.0159
Si  0.0054  -0.0074  0.0142
Si  -0.0012  -0.0033  0.0223
Si  0.0021  -0.0002  0.0179
B  -0.0039  0.0104  0.0206
Si  0.0214  0.0501  -0.0532
Si  -0.0035  -0.0028  0.0152
Si  0.0019  -0.0016  0.009
Si  0.0013  0.007  0.0079
Si  -0.0018  0.0005  0.0193
Si  0.0025  0.0089  0.0486
Si  -0.004  -0.0036  0.0154
Si  -0.0048  0.0006  0.0129
Si  0.0029  -0.0104  -0.0181
Si  0.0038  -0.0087  0.0231
Si  0.0004  0.0008  0.0007
Si  0.0089  0.0232  -0.0197
Si  -0.0048  0.0018  0.0149
Si  -0.0005  0.0063  0.0197
Si  -0.0046  0.0138  -0.0457
Si  -0.0033  -0.0062  0.0205
Si  -0.0044  0.002  0.029
Si  -0.0009  -0.0084  -0.0006
Si  -0.002  0.001  0.0194
Si  0.0014  -0.0034  0.0063
Si  -0.0054  -0.0079  -0.0237
Si  -0.0051  -0.0021  0.0175
Si  0.0015  -0.0031  0.0104
Si  0.0085  -0.0086  -0.0125
Si  0.0025  -0.001  0.023
Si  0.0016  -0.0058  0.0108
Si  -0.0049  0.0066  0.0258
O  0.0016  -0.0018  -0.014
O  0.0021  -0.0016  -0.0036
O  -0.0151  0.0309  0.0236
O  0.0045  -0.0012  -0.0084
O  0.0002  -0.0001  -0.0112
O  -0.0024  0.0012  -0.0018
O  -0.0004  -0.0042  -0.0123
O  -0.0072  -0.0033  -0.0059
O  0.0029  -0.0007  -0.0059
O  -0.0005  -0.0027  0.0016
O  -0.002  -0.002  -0.0087
O  0.0038  -0.0006  -0.0038
O  0.0037  0.0019  -0.0107
O  -0.0002  -0.0011  -0.0078
O  -0.0002  0.0015  -0.0056
O  -0.0027  -0.001  -0.0104
O  0.0028  -0.0028  -0.0078
O  0.0018  0.0002  -0.009
O  -0.0025  -0.0033  -0.0091
O  0.0041  -0.0023  -0.0124
O  0.0045  -0.0023  -0.0114
O  0.0002  0  -0.0043
O  -0.0348  0.0136  0.0274
O  0.0005  0.0024  -0.0129
O  -0.001  -0.003  -0.0081
O  -0.0014  -0.0039  -0.0081
O  0.0082  -0.0013  -0.0055
O  -0.0026  -0.009  -0.0179
O  -0.0015  0.0032  0.0056
O  0.0012  0.0007  -0.0134
O  -0.0132  0.0038  -0.0047
O  0.0002  -0.0032  -0.0081
O  0.0001  -0.0032  -0.0046
O  0.0035  -0.0037  -0.0057
O  -0.0005  0.0014  -0.0068
O  -0.0017  0.006  -0.0119
O  0.0067  -0.0244  -0.0334
O  -0.0015  0.0001  -0.0066
O  -0.0005  0.0009  -0.0109
O  -0.0021  0  -0.0053
O  -0.0017  0.0037  -0.0099
O  -0.0012  -0.0018  -0.0056
O  -0.0001  0.0011  -0.0086
O  0.0113  0.0065  -0.0088
O  0.0005  0.0034  0.0019
O  0.0043  -0.0019  -0.0065
O  0.0011  -0.0022  -0.0108
O  -0.0016  -0.0001  -0.0122
O  0.0373  0.014  0.0153
O  0.0027  -0.0032  -0.0142
O  0.001  -0.0022  -0.0076
O  0  -0.0002  -0.0074
O  0.0017  0.0049  0.0058
O  0.0009  -0.0042  -0.0057
O  -0.0076  -0.0036  0.0392
O  0.0047  0.0233  -0.016
O  0.0017  0.0007  -0.0107
O  0.0021  0.0025  -0.0108
O  0.0025  -0.0058  0.0073
O  0.0003  0.0028  -0.0088
O  -0.0462  -0.0902  0.033
O  0.0013  0.0004  -0.0041
O  0.0032  -0.0054  -0.0152
O  0.0009  0.0048  -0.0104
O  0.0004  -0.0007  -0.0037
O  0.0264  -0.0029  0.0438

The program warned: the cutoff lies below the one the program advises for these potential files; the exchange-correlation potential is rough where the density is thin.
